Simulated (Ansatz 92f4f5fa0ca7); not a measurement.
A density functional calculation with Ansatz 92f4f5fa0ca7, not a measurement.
Periodic cell of 213 atoms, Si132O78H3, from a study of silicon, its oxide and their interface. The atomic structure is a simulated model.

Settings: functional PBE; potential files Ansatz PAW; basis plane waves; wave-function cutoff 700 eV; density cutoff ratio 5; exchange-correlation grid ratio 1; k mesh 2 x 2 x 1, shifted by 0.5 0.5 0.5 of a step; self-consistency stop 5e-08 eV per atom in the density residual; occupations fixed; spin none; net charge -1 e, with a uniform compensating background and no finite-size correction.

Cell vectors (angstrom)
a, 10.938, 0, 0
b, 0, 10.938, 0
c, 0, 0, 31.231

Atoms: element, x, y, z (angstrom)
Si, 10.4334, 0.5416, 23.7553
Si, 6.1161, 10.3332, 23.8679
Si, 2.2709, 3.1128, 23.7657
Si, 8.6382, 2.3675, 23.8037
Si, 0.6568, 4.9703, 23.8505
Si, 4.9953, 5.9359, 23.8747
Si, 3.2844, 7.6347, 23.9012
Si, 7.7905, 8.5317, 23.828
Si, 1.2876, 1.4086, 25.068
Si, 6.953, 1.2721, 25.0613
Si, 4.059, 4.089, 25.0215
Si, 9.7065, 4.0689, 25.0368
Si, 1.5184, 6.7219, 25.1614
Si, 6.7863, 6.8526, 25.1246
Si, 4.2222, 9.4823, 25.0382
Si, 9.5626, 9.6067, 24.9882
Si, 2.757, -0.0288, 26.2969
Si, 8.2741, -0.0286, 26.5223
Si, 0.0297, 2.7486, 26.5498
Si, 5.4997, 2.6932, 26.3105
Si, 2.8003, 5.386, 26.5867
Si, 8.248, 5.4413, 26.3379
Si, 0.0432, 8.193, 26.3157
Si, 5.5028, 8.2073, 26.5716
Si, 4.1069, 1.3527, 27.7183
Si, 9.6086, 1.3547, 27.8707
Si, 1.3877, 4.0847, 27.911
Si, 6.866, 4.0686, 27.7247
Si, 4.147, 6.8078, 27.892
Si, 9.5875, 6.8449, 27.729
Si, 1.3974, 9.5558, 27.7283
Si, 6.8728, 9.5813, 27.8792
Si, 0.0438, -0.0328, 29.1748
Si, 5.4578, 0.0173, 29.1712
Si, 2.768, 2.6947, 29.188
Si, 8.2032, 2.7281, 29.1752
Si, -0.0137, 5.49, 29.1782
Si, 5.5243, 5.422, 29.1833
Si, 2.7338, 8.2, 29.1744
Si, 8.2331, 8.179, 29.1808
Si, 1.3673, 1.3673, 30.5472
Si, 6.8362, 1.3673, 30.5472
Si, 4.1018, 4.1018, 30.5472
Si, 9.5708, 4.1018, 30.5472
Si, 1.3673, 6.8362, 30.5472
Si, 6.8362, 6.8362, 30.5472
Si, 4.1018, 9.5708, 30.5472
Si, 9.5708, 9.5708, 30.5472
Si, 2.7345, 0, 0.6835
Si, 8.2035, 0, 0.6835
Si, 0, 2.7345, 0.6835
Si, 5.469, 2.7345, 0.6835
Si, 2.7345, 5.469, 0.6835
Si, 8.2035, 5.469, 0.6835
Si, 0, 8.2035, 0.6835
Si, 5.469, 8.2035, 0.6835
Si, 4.065, 1.3999, 2.0598
Si, 9.5459, 1.3828, 2.0523
Si, 1.3894, 4.0792, 2.0419
Si, 6.7958, 4.1444, 2.0646
Si, 4.1192, 6.8191, 2.0429
Si, 9.5404, 6.8661, 2.0558
Si, 1.3379, 9.6025, 2.052
Si, 6.8362, 9.5604, 2.0493
Si, -0.0404, 0.0313, 3.4648
Si, 5.4423, 0.0083, 3.3557
Si, 2.7228, 2.7614, 3.5205
Si, 8.1526, 2.7561, 3.3835
Si, -0.003, 5.4616, 3.3258
Si, 5.4367, 5.4916, 3.5251
Si, 2.741, 8.21, 3.3305
Si, 8.1561, 8.2054, 3.4972
Si, 1.2916, 1.4202, 4.8776
Si, 6.7302, 1.4137, 4.7165
Si, 4.0776, 4.1335, 4.9642
Si, 9.5385, 4.1505, 4.6769
Si, 1.3839, 6.8237, 4.6309
Si, 6.7846, 6.8676, 4.9503
Si, 4.0788, 9.5771, 4.694
Si, 9.4918, 9.6262, 4.8493
Si, 2.6881, -0.0501, 6.0921
Si, 8.0984, 0.1429, 6.1479
Si, -0.1224, 2.8403, 6.1756
Si, 5.5071, 2.7403, 6.2661
Si, 2.6591, 5.5998, 6.2305
Si, 8.1424, 5.3383, 6.1604
Si, -0.0076, 8.137, 5.9847
Si, 5.3791, 8.3396, 6.2654
Si, 4.4325, 0.8889, 7.3597
Si, 8.9387, 1.9968, 7.361
Si, 0.7833, 4.6812, 7.3578
Si, 7.2192, 3.7013, 7.6393
Si, 3.5164, 7.4699, 7.4747
Si, 9.9937, 6.3509, 7.2038
Si, 1.6603, 9.1272, 7.3018
Si, 6.262, 10.2763, 7.3893
H, 9.3791, 1.5096, 8.71
O, 3.9235, 0.8308, 8.97
O, 6.5544, 10.3969, 9.0532
O, 0.8221, 9.6574, 8.6639
O, 3.9478, 7.1294, 9.0568
O, 9.8092, 6.7728, 8.8044
O, 0.9878, 4.5302, 9.0165
H, 2.8303, 7.9322, 22.5095
H, 5.3857, 5.6107, 22.4618
O, 7.9903, 3.156, 22.4231
O, 0.1472, 11.06, 22.2758
O, 0.4998, 5.6618, 22.3277
O, 2.5875, 2.5155, 22.2182
O, 5.8948, -0.1476, 22.2938
O, 8.1523, 7.8809, 22.3172
Si, 10.9774, 9.2246, 13.9682
Si, 5.8961, 8.1429, 16.3841
Si, 9.1677, 0.9524, 19.1405
Si, 3.2447, 7.1166, 17.5453
Si, 2.2943, 4.5821, 18.9844
Si, 0.7124, 2.4347, 14.5489
Si, 7.1595, 5.7739, 11.5676
Si, 8.6447, 3.1546, 20.9276
Si, 5.4944, 3.3589, 11.993
Si, 1.2363, 3.7077, 10.381
Si, 2.4629, 0.764, 18.2801
Si, 2.9672, 9.3938, 19.7018
Si, 5.9703, 3.5755, 16.1292
Si, 3.1337, 2.291, 20.7076
Si, 7.2856, 5.9715, 14.6123
Si, 6.1646, 1.2428, 14.283
Si, 9.975, 4.8046, 15.6376
Si, 8.3577, 3.6456, 18.0661
Si, 10.7194, 1.5223, 11.7045
Si, 3.999, 10.011, 14.6444
Si, 3.5893, 1.5592, 10.3713
Si, 6.7917, 9.4038, 10.3067
Si, 5.1442, -0.173, 20.8714
Si, 0.5326, 9.6195, 10.2479
Si, 2.4595, 10.0891, 12.2025
Si, 8.9242, 7.8845, 20.8803
Si, 7.281, 9.5614, 18.862
Si, 8.4284, 10.704, 12.8036
Si, 3.0443, 5.4114, 12.3729
Si, 10.7704, 5.2842, 20.8964
Si, 9.1744, 7.4636, 10.0967
Si, 1.4722, 6.6341, 14.89
Si, 4.7029, 7.244, 10.4856
Si, 2.8974, 3.0977, 16.4985
Si, 1.1595, 10.6774, 16.0281
Si, 0.1152, 10.3107, 20.8365
O, 7.8288, 8.2931, 9.7247
O, 10.0576, 9.0385, 20.9133
O, 8.0843, 4.0408, 19.6496
O, 4.8209, 7.2551, 17.2029
O, 11.0108, 9.5546, 15.5809
O, 9.3626, 4.582, 17.1549
O, 3.1913, 1.6127, 17.1028
O, 4.1157, 9.4579, 20.87
O, 0.7367, 1.9953, 12.9815
O, 8.4855, 1.5803, 20.4966
O, 3.2932, 3.7746, 20.0155
O, 0.965, 5.1852, 19.7159
O, 3.1267, 0.5139, 11.5729
O, 2.3695, 7.2323, 16.1527
O, 6.0087, 2.3256, 13.1157
O, 8.4717, 10.5935, 18.4787
O, 6.6676, 9.0814, 17.4468
O, 5.0722, 9.0039, 15.2939
O, 6.2301, 10.4715, 19.7025
O, 3.6415, 6.7477, 11.6357
O, 0.6163, 7.6885, 13.9443
O, 10.2898, 8.5483, 10.6763
O, 10.3818, 3.4081, 14.8869
O, 4.7351, 0.4933, 14.4273
O, 1.9382, 9.1474, 10.9792
O, 9.4743, 9.5478, 13.3798
O, 2.6687, 10.2405, 15.5587
O, 4.467, 1.333, 20.7257
O, 6.0113, 6.2721, 10.5277
O, 2.0803, 1.5766, 19.6513
O, 3.5326, 10.5577, 18.6906
O, 4.9057, 2.4344, 10.7908
O, 0.5388, 1.1111, 15.4448
O, 2.3595, 2.5737, 10.1129
O, 4.288, 4.3426, 12.5371
O, 6.3727, 4.6881, 15.0174
O, 2.7389, 8.1365, 18.718
O, 8.861, 5.5736, 14.7331
O, 5.3414, 8.7446, 10.7508
O, 6.8791, 4.1622, 11.6151
O, 6.9379, 6.3935, 13.0805
O, 0.2228, 0.2255, 10.7747
O, 6.8412, 3.776, 17.4861
O, 1.189, -0.0356, 17.6386
O, 10.1672, 3.7612, 21.0662
O, 6.3891, 2.0689, 15.6684
O, 9.2511, 1.0985, 12.2994
O, 7.8432, 8.2633, 19.6987
O, 1.8841, 3.7412, 17.6269
O, 1.7947, 4.738, 11.5432
O, 4.3648, 3.7868, 16.3625
O, 2.1461, 3.0954, 15.0411
O, 1.5775, 9.7205, 20.4596
O, 7.4877, 10.1293, 11.6006
O, 10.6012, 0.433, 19.6882
O, 3.5647, 9.4069, 13.1885
O, 10.7903, 2.8946, 10.8023
O, 9.6405, 6.4345, 20.5582
O, 6.9824, 7.2176, 15.6137
O, 1.1042, 10.2096, 13.1781
O, 7.4197, 0.2305, 14.0127
O, 0.3878, 5.7047, 15.6788
O, 9.1059, 2.1693, 18.0399
O, 2.4684, 5.8459, 13.8559
O, 8.667, 6.2683, 11.1256
O, 3.2161, 5.7303, 18.3541

Results
free energy: -128331.394 eV
free energy less fixed offsets of H -17.10, O -569.03, Si -635.61 eV per atom: 4.766 eV

Forces (eV/angstrom), in the order of the atoms: element, x, y, z
Si, -0.0071, 0.0381, -0.0601
Si, 0.0338, -0.0293, -0.0652
Si, -0.0313, 0.0198, -0.0658
Si, 0.0113, -0.0203, -0.0659
Si, 0.0375, -0.0045, -0.0586
Si, -0.0107, 0.0316, -0.0248
Si, 0.0235, -0.0391, -0.034
Si, -0.0333, 0.024, -0.0682
Si, -0.0109, 0.0117, -0.009
Si, 0.0052, -0.0122, -0.0098
Si, -0.0113, 0.0384, -0.0003
Si, 0.0398, -0.0072, -0.0011
Si, 0.0182, 0.0039, -0.0113
Si, -0.0306, -0.0082, -0.015
Si, 0.0159, -0.0331, 0.0128
Si, -0.0195, 0.0284, 0.0118
Si, 0.0053, -0.0094, 0.0628
Si, -0.003, -0.0084, -0.0553
Si, 0.0011, -0.0082, -0.0574
Si, -0.006, 0.006, 0.0752
Si, 0.0017, -0.0092, -0.0447
Si, -0.0009, -0.0015, 0.0747
Si, -0.0138, 0.0132, 0.0595
Si, -0.0049, -0.0055, -0.0443
Si, -0.003, 0.0026, 0.0154
Si, -0.0034, -0.0018, 0.0193
Si, -0.0049, 0.0045, 0.0348
Si, -0.0112, 0.0059, 0.0227
Si, -0.0026, -0.0006, 0.0084
Si, 0.001, 0.0033, 0.0132
Si, 0.004, -0.0005, 0.0174
Si, -0.007, 0.0023, 0.0298
Si, 0.0191, -0.0189, -0.0263
Si, -0.0084, 0.0171, -0.0182
Si, 0.0224, -0.0278, -0.0306
Si, -0.0228, 0.0245, -0.0307
Si, -0.019, 0.0098, -0.0204
Si, 0.0189, -0.0227, -0.0407
Si, -0.0212, 0.026, -0.0298
Si, 0.0281, -0.0157, -0.0245
Si, 0.1459, -0.2555, 0.0136
Si, -0.1113, 0.0764, 0.0219
Si, 0.2106, -0.1622, -0.0642
Si, -0.0902, 0.1043, -0.0287
Si, -0.0901, 0.0941, 0.0476
Si, 0.2124, -0.1518, -0.0346
Si, -0.0495, 0.0568, -0.0395
Si, 0.2178, -0.1075, -0.0688
Si, -0.1927, 0.2174, 0.0726
Si, 0.0164, -0.0898, -0.0321
Si, 0.039, -0.0979, -0.0402
Si, -0.1603, 0.1975, 0.1551
Si, 0.1091, -0.126, -0.0899
Si, -0.1753, 0.1608, 0.1135
Si, -0.1665, 0.1715, 0.086
Si, 0.113, -0.11, -0.0997
Si, -0.0159, 0.0162, 0.0386
Si, 0.022, -0.0216, 0.0199
Si, 0.0232, 0.0125, 0.0308
Si, -0.0328, 0.0321, 0.033
Si, 0.0312, -0.0311, 0.0343
Si, -0.0205, 0.0197, 0.039
Si, -0.034, 0.031, 0.0407
Si, -0.0161, -0.0241, 0.0348
Si, -0.0036, 0.0059, -0.0019
Si, 0.0294, 0.0038, -0.0581
Si, 0.0248, 0.0294, -0.0367
Si, 0.0151, -0.015, -0.0225
Si, -0.0092, -0.0404, -0.0558
Si, -0.0025, -0.0033, -0.015
Si, 0.0137, 0.002, -0.0203
Si, -0.0302, -0.0232, -0.0362
Si, -0.0336, -0.0166, -0.0599
Si, -0.0117, -0.0069, -0.0057
Si, 0.033, 0.0125, -0.0898
Si, 0.0083, 0.0089, 0.0021
Si, 0.0047, -0.0134, 0.0623
Si, -0.0158, -0.0105, -0.0767
Si, 0.0071, -0.002, 0.0523
Si, 0.0022, 0.0451, -0.0468
Si, 0.0225, -0.0013, 0.0272
Si, 0.0457, 0.046, -0.0001
Si, -0.06, -0.0447, 0.0039
Si, 0.1012, 0.009, -0.0009
Si, -0.0284, 0.0174, 0.0009
Si, -0.0112, -0.1027, 0.0056
Si, 0.0156, -0.0218, 0.0429
Si, -0.0118, 0.0226, -0.0076
Si, 0.0285, -0.0422, 0.0697
Si, -0.0636, 0.0438, -0.0062
Si, -0.0538, 0.0401, 0.083
Si, -0.0014, 0.0298, 0.1459
Si, -0.0198, 0.0121, 0.0839
Si, 0.0476, -0.029, 0.0721
Si, -0.0001, -0.018, 0.0341
Si, -0.0421, 0.0697, 0.0805
H, 0.0251, -0.0247, -0.0034
O, 0.0059, 0.0159, -0.0235
O, -0.003, -0.0282, -0.0209
O, 0.0372, -0.0189, -0.0188
O, -0.0004, 0.0107, -0.0358
O, -0.0102, -0.0016, -0.0269
O, 0.0061, -0.0131, -0.0195
H, -0.0024, 0.0078, 0.0079
H, -0.0002, -0.0061, 0.0087
O, 0.0266, -0.0151, 0.0285
O, -0.0222, -0.0042, 0.0156
O, -0.0192, -0.0267, 0.0077
O, 0.002, 0.0138, 0.0243
O, -0.0095, -0.0146, 0.0211
O, 0.0111, 0.0204, 0.0105
Si, -0.0059, -0.0105, 0.0077
Si, 0.0035, -0.0008, -0.0033
Si, -0.0006, -0.0004, -0.0149
Si, 0.0026, -0.0014, -0.0061
Si, 0.0029, 0.0037, -0.0105
Si, -0.0012, 0.0076, 0.0059
Si, -0.0034, -0.0156, 0.0022
Si, 0.0021, 0.0034, -0.0199
Si, 0.0126, 0.0042, 0.0022
Si, 0.0037, -0.001, 0.0267
Si, -0.0009, 0.0002, -0.0117
Si, 0.0034, -0.0036, -0.009
Si, -0.0004, 0.0011, -0.0001
Si, 0.0065, 0.0001, -0.0252
Si, 0.0027, 0.0014, 0.0043
Si, 0.0006, 0.0002, 0.0072
Si, -0.002, 0.0032, -0.0022
Si, -0.0017, 0.0055, -0.0118
Si, -0.0035, 0.0077, 0.0172
Si, 0.0038, -0.0028, 0.0032
Si, 0.0062, 0.0124, 0.0219
Si, 0.0007, 0.0005, 0.0273
Si, -0.0043, -0.0018, -0.0194
Si, 0.0017, -0.0032, 0.0296
Si, 0.0083, -0.004, 0.0174
Si, -0.0005, -0.0039, -0.0203
Si, -0.0004, -0.0031, -0.0154
Si, -0.0019, 0.0007, 0.0154
Si, -0.0008, -0.0016, 0.0172
Si, -0.0042, 0.0001, -0.0194
Si, -0.008, -0.0109, 0.024
Si, 0.0001, 0.0004, 0.001
Si, 0.0106, -0.0091, 0.0357
Si, 0.0036, 0.0014, -0.0065
Si, -0.0035, -0.0042, 0.0026
Si, 0.001, -0.0035, -0.0224
O, 0.0148, 0.0074, 0.0097
O, -0.0058, 0.0009, -0.0002
O, 0.011, -0.0289, 0.0044
O, -0.0054, 0.0207, -0.0139
O, 0.0163, 0.0135, -0.0217
O, -0.0117, -0.0097, -0.0182
O, -0.0214, 0.0012, 0.0063
O, 0.0145, 0.012, 0.0092
O, -0.019, -0.0072, 0.0122
O, -0.0041, 0.0158, -0.0111
O, -0.0184, -0.0048, 0.0074
O, 0.0015, -0.0061, 0.0151
O, 0.0013, 0.0005, -0.0215
O, 0.0123, -0.0054, 0.0074
O, -0.0071, -0.0051, 0.002
O, 0.0002, 0.0037, 0.0167
O, -0.0061, -0.0057, 0.0112
O, -0.007, 0.0043, 0.0125
O, -0.0043, -0.0094, 0.0175
O, 0.0146, -0.0169, -0.0175
O, 0.0069, 0.0042, 0.0026
O, 0.0128, 0.0119, -0.0358
O, 0.0217, 0.003, 0.006
O, 0.0055, -0.0143, -0.0011
O, -0.0255, 0.0253, -0.0092
O, 0.0018, 0.0289, -0.0009
O, -0.001, -0.0081, -0.0072
O, -0.0185, 0.0027, 0.0076
O, -0.0238, 0.0263, 0.0132
O, 0.0232, -0.0105, 0.0034
O, -0.0292, 0.0099, 0.0028
O, -0.0297, -0.0057, 0.0067
O, 0.0102, 0.0172, -0.0068
O, -0.0038, 0.0036, 0.0045
O, -0.0049, 0.0037, -0.023
O, 0.0191, 0.0078, 0.0128
O, 0.0041, 0.0074, -0.0056
O, -0.0116, -0.0088, 0.0165
O, 0.0149, -0.0033, -0.0266
O, -0.0129, 0.0135, 0.0149
O, 0.0097, -0.0188, -0.0118
O, 0.0037, -0.0185, -0.0107
O, 0.0048, 0.0085, -0.0219
O, 0.0237, 0.008, -0.0064
O, -0.0051, 0.0124, 0.0092
O, -0.0094, 0.0054, -0.0196
O, 0.0128, -0.0205, 0.0006
O, 0.012, 0.0191, 0.0156
O, 0.0049, 0.0029, -0.0047
O, 0.0141, -0.0115, -0.0173
O, 0.0016, -0.0158, 0.0001
O, -0.0156, -0.0054, 0.0204
O, -0.0066, 0.0034, 0.0025
O, -0.002, -0.0091, -0.0149
O, 0.0111, -0.0222, 0.0238
O, -0.0139, 0.0269, 0.0035
O, 0.0217, 0.0002, -0.0195
O, 0.0109, 0.0104, 0.0194
O, -0.0132, -0.0116, -0.0067
O, -0.0095, -0.0211, -0.0081
O, -0.0029, 0.0109, -0.0226
O, -0.0114, -0.0073, -0.0151
O, -0.012, 0.0029, 0.0277
O, -0.0009, 0.0062, -0.0172
O, -0.0127, 0.0173, -0.0182
O, -0.0157, -0.0054, 0.014

The program warned: the cutoff lies below the one the program advises for these potential files; the exchange-correlation potential is rough where the density is thin.
